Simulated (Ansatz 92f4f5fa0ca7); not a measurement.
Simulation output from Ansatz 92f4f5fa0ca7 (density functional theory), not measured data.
Periodic cell of 224 atoms, Si133O90H1, from a study of silicon, its oxide and their interface. The atomic structure is a simulated model.
Doubt: the cutoff is far below the 930 eV that the study's wrapper takes by default for these files, so forces and energies are approximate.
This geometry differs little from another in the collection (a relaxation step or a small displacement).

Settings: functional PBE; potential files Ansatz PAW; basis plane waves; wave-function cutoff 580 eV; density cutoff ratio 5; exchange-correlation grid ratio 1; k mesh 1 x 1 x 1, Gamma-centred; self-consistency stop 5e-08 eV per atom in the density residual; occupations fixed; spin none; net charge -1 e, with a uniform compensating background and no finite-size correction.

Cell vectors (angstrom)
a	10.938	0	0
b	0	10.938	0
c	0	0	33.3124

Atoms: element, x, y, z (angstrom)
Si	0.4483	-0.3552	25.9387
Si	5.3304	0.3243	25.8018
Si	2.939	2.4161	25.7798
Si	7.9645	3.0124	26.0651
Si	-0.28	5.6231	25.7497
Si	5.8626	5.3128	25.8586
Si	2.6388	8.296	25.6886
Si	8.5624	8.0182	25.7872
Si	1.4981	1.2856	27.249
Si	6.7903	1.4098	27.2875
Si	4.1181	4.1192	27.0117
Si	9.5993	4.1492	27.2643
Si	1.3895	6.7787	27.0437
Si	6.976	6.8716	27.1827
Si	4.1913	9.536	27.0333
Si	9.6845	9.5301	27.1864
Si	2.8401	-0.0937	28.5533
Si	8.2333	-0.024	28.5123
Si	0.0452	2.6928	28.5232
Si	5.4043	2.7907	28.5538
Si	2.749	5.4405	28.4574
Si	8.2301	5.4845	28.6028
Si	0.0608	8.1353	28.5328
Si	5.5081	8.1925	28.4878
Si	4.1018	1.3673	29.8942
Si	9.5708	1.3673	29.8942
Si	1.3673	4.1018	29.8942
Si	6.8362	4.1018	29.8942
Si	4.1018	6.8362	29.8942
Si	9.5708	6.8362	29.8942
Si	1.3673	9.5708	29.8942
Si	6.8362	9.5708	29.8942
Si	0	0	31.2614
Si	5.469	0	31.2614
Si	2.7345	2.7345	31.2614
Si	8.2035	2.7345	31.2614
Si	0	5.469	31.2614
Si	5.469	5.469	31.2614
Si	2.7345	8.2035	31.2614
Si	8.2035	8.2035	31.2614
Si	1.3673	1.3673	32.6287
Si	6.8362	1.3673	32.6287
Si	4.1018	4.1018	32.6287
Si	9.5708	4.1018	32.6287
Si	1.3673	6.8362	32.6287
Si	6.8362	6.8362	32.6287
Si	4.1018	9.5708	32.6287
Si	9.5708	9.5708	32.6287
Si	2.7345	0	0.6835
Si	8.2035	0	0.6835
Si	0	2.7345	0.6835
Si	5.469	2.7345	0.6835
Si	2.7345	5.469	0.6835
Si	8.2035	5.469	0.6835
Si	0	8.2035	0.6835
Si	5.469	8.2035	0.6835
Si	4.1018	1.3673	2.0507
Si	9.5708	1.3673	2.0507
Si	1.3673	4.1018	2.0507
Si	6.8362	4.1018	2.0507
Si	4.1018	6.8362	2.0507
Si	9.5708	6.8362	2.0507
Si	1.3673	9.5708	2.0507
Si	6.8362	9.5708	2.0507
Si	0	0	3.418
Si	5.469	0	3.418
Si	2.7345	2.7345	3.418
Si	8.2035	2.7345	3.418
Si	0	5.469	3.418
Si	5.469	5.469	3.418
Si	2.7345	8.2035	3.418
Si	8.2035	8.2035	3.418
Si	1.3345	1.3723	4.8149
Si	6.7914	1.3925	4.773
Si	4.0394	4.171	4.753
Si	9.5554	4.1222	4.819
Si	1.3546	6.8511	4.8084
Si	6.8034	6.8516	4.8022
Si	4.0724	9.5797	4.8557
Si	9.5072	9.6296	4.697
Si	2.6239	-0.0466	6.2444
Si	8.1511	0.0093	6.1078
Si	-0.0334	2.7629	6.2196
Si	5.3434	2.7369	6.0605
Si	2.729	5.5194	6.2401
Si	8.1289	5.4438	6.183
Si	-0.1261	8.2404	6.0187
Si	5.4488	8.2096	6.2504
Si	3.7798	1.6272	7.43
Si	9.6801	1.1501	7.4665
Si	1.5891	3.9092	7.5418
Si	6.5161	4.2184	7.4316
Si	4.3798	6.5782	7.6292
Si	9.2611	7.134	7.3758
Si	0.8914	9.7578	7.4729
Si	7.0652	9.4006	7.5232
O	9.5959	6.8144	25.2706
O	4.1309	1.3583	25.2776
O	8.1817	8.2526	7.9772
O	2.7016	2.7624	7.9904
O	6.9096	4.1068	25.395
O	1.5111	9.463	25.3064
O	5.4794	5.391	7.9342
O	-0.1202	0.0471	7.9078
O	6.9645	3.4013	8.79
O	6.5349	10.1635	8.8942
O	10.1361	6.5657	8.638
O	1.0971	8.8916	8.8504
O	4.5856	1.0519	8.7276
O	1.0276	4.6301	8.9253
O	8.9192	1.586	8.8641
O	3.9622	7.0399	9.1504
O	8.0324	8.8495	24.4674
O	8.7495	2.2339	24.8804
O	5.5294	6.2554	24.5467
O	1.9808	2.8178	24.5012
O	10.7712	0.3922	24.6361
O	0.1798	4.7699	24.4164
O	7.0145	11.8544	20.7462
O	6.2441	10.8012	24.5184
Si	9.6803	1.3403	23.9097
Si	4.7918	6.301	20.5657
Si	1.0351	8.9372	10.4875
Si	17.3424	5.2256	15.9686
Si	7.0857	2.1028	19.5974
Si	19.2583	14.3217	12.6406
Si	10.966	5.1134	16.9353
Si	9.098	-0.6854	16.487
Si	15.335	10.4132	19.0522
Si	12.2857	3.0769	18.4973
Si	8.3443	2.9582	9.5427
Si	3.0489	7.8101	18.5486
Si	11.3168	1.1843	16.3415
Si	0.3848	13.7104	13.5687
Si	4.0383	2.3651	20.0732
Si	6.123	2.4215	14.4994
Si	7.4659	5.6786	18.9695
Si	5.1947	10.7815	9.622
Si	15.2135	6.5243	23.5272
Si	17.8416	10.2271	20.7088
Si	3.1271	4.2516	21.9763
Si	11.4027	9.6334	14.904
Si	6.4354	11.4641	16.9998
Si	5.2687	8.298	13.1639
Si	10.5371	5.2281	9.4697
Si	3.7643	6.9295	15.5279
Si	7.4615	10.1444	23.6305
Si	-2.0799	8.4891	19.0065
Si	-0.3877	6.8284	12.1062
Si	1.5687	11.0596	12.3828
Si	11.1002	6.765	19.1846
Si	3.8308	8.1191	10.3706
Si	0.8125	3.5108	23.5584
Si	9.5985	4.1194	19.2038
Si	4.812	11.2923	12.5965
Si	7.7952	6.2883	13.5362
Si	1.3076	5.4614	14.2218
O	10.1937	7.9772	19.786
O	5.0872	1.7532	13.3975
O	10.9456	3.0215	19.4077
O	7.2069	12.323	18.1328
O	4.1585	7.991	14.3281
O	3.8541	0.7591	19.888
O	2.3264	8.0651	10.9656
O	-1.2118	4.2184	17.4793
O	7.6694	4.896	12.6448
O	9.422	-1.76	17.6444
O	5.8582	14.8504	15.1063
O	5.4817	9.9316	13.2421
O	10.7038	8.1996	11.2063
O	17.7052	5.0321	17.5307
O	1.1616	10.7681	15.8516
O	5.9957	12.3795	15.7572
O	1.7324	7.2145	19.2996
O	19.3432	3.0113	19.8157
O	7.789	18.2589	18.6707
O	12.257	1.7794	17.4936
O	3.1934	11.1033	12.4997
O	3.2612	7.5871	24.3132
O	19.1364	9.6365	19.9461
O	9.4213	4.1053	9.1655
O	11.8547	9.9502	13.3754
O	3.8162	2.8027	21.6592
O	4.7708	7.067	22.0675
O	1.1541	10.5137	10.8927
O	5.1524	6.2522	15.9513
O	18.4151	10.3678	16.3807
O	-2.8319	2.7744	11.1277
O	6.6418	7.4277	13.3112
O	5.5686	2.798	19.6469
O	11.0488	5.276	15.3192
O	16.0152	10.792	17.6084
O	9.8135	11.6927	16.8322
O	0.207	2.2101	15.0796
O	3.6118	5.0301	23.3538
O	14.0389	-3.3859	16.9124
O	11.9127	8.159	15.3068
O	5.4851	11.4004	11.0925
O	4.0931	-1.3524	9.6952
O	8.6353	11.2284	23.225
O	4.8053	7.8661	11.6381
O	10.5914	2.435	23.0962
O	3.5729	5.2062	20.7456
O	7.6838	5.8521	15.1113
O	-0.419	5.5746	11.042
O	9.7651	9.7468	15.0664
O	0.9288	12.5335	12.5772
O	6.8415	9.6375	22.2338
O	1.4756	3.9839	13.5201
O	4.3516	7.1965	19.2893
O	2.7297	5.8502	14.8905
O	9.9039	14.2845	12.9941
O	3.1371	9.4271	18.7776
O	9.2057	6.9447	13.0243
O	17.1952	5.7088	20.2027
O	0.8801	6.5358	13.0696
O	10.873	6.6309	17.5514
O	16.4788	9.7088	19.9835
O	1.5183	4.0539	22.1993
O	10.6	5.3959	19.881
O	23.2754	4.4178	17.5359
O	13.7471	3.0354	19.2438
O	7.5718	2.4339	13.7321
H	12.2389	8.0235	16.1789

Results
free energy: -135744.902 eV
free energy less fixed offsets of H -15.97, O -568.88, Si -635.61 eV per atom: 6.398 eV

Forces (eV/angstrom), in the order of the atoms: element, x, y, z
Si	0.0565	-0.0728	-0.0266
Si	-0.0216	-0.0049	0.0498
Si	0.0374	-0.037	-0.0225
Si	-0.0151	0.0085	0.033
Si	0.0013	0.0161	0.0662
Si	0.0174	-0.0286	-0.0174
Si	-0.0181	0.0003	0.0508
Si	0.0311	-0.0457	-0.0222
Si	0.0005	0.0044	0.01
Si	-0.0171	0.0169	-0.0349
Si	0.0013	0	-0.0006
Si	-0.0141	0.0144	-0.0338
Si	-0.0177	0.0344	-0.0343
Si	0.005	-0.0011	0.0119
Si	-0.0298	0.0085	-0.0349
Si	0.0034	0.0025	0.0133
Si	0.0093	-0.0194	0.0011
Si	-0.0038	0.0117	-0.0021
Si	-0.0044	0.0135	-0.0011
Si	0.0151	-0.0053	-0.0053
Si	-0.0035	0.0164	-0.0068
Si	0.0058	-0.0151	-0.0089
Si	0.023	-0.0072	-0.0061
Si	0.0011	0.0146	-0.0076
Si	0.0395	-0.045	0.2786
Si	0.0562	-0.0788	-0.0939
Si	0.1962	-0.0433	-0.2094
Si	-0.2019	0.109	0.237
Si	0.0074	-0.0669	-0.4829
Si	0.3465	0.119	0.5138
Si	0.2378	-0.3161	0.0674
Si	0.0819	-0.0481	-0.1343
Si	-0.0008	0.0262	-0.034
Si	0.0609	0.1755	-0.0099
Si	-0.0577	-0.0794	-0.0027
Si	-0.0575	0.0114	-0.029
Si	-0.0693	0.089	-0.0002
Si	0.0698	-0.0144	0.0081
Si	-0.0918	0.0668	0.0138
Si	0.0661	0.0381	-0.0034
Si	-0.0041	0.0325	-0.0024
Si	0.0323	-0.0804	-0.0066
Si	0.0062	-0.0009	-0.0203
Si	0.0635	-0.0228	-0.0349
Si	0.0619	-0.0821	-0.0129
Si	-0.021	0.0169	-0.0067
Si	0.0412	-0.0563	-0.0373
Si	-0.0286	-0.0131	-0.0133
Si	-0.0192	0.0111	0.0068
Si	0.0059	0.074	0.0492
Si	-0.0969	0.0225	0.0125
Si	0.0126	0.0147	0.0144
Si	-0.0347	0.0264	0.04
Si	-0.0047	-0.0127	0.0078
Si	-0.0078	0.0052	0.0089
Si	-0.0274	0.0813	0.0072
Si	-0.0123	-0.0288	0.043
Si	0.0928	-0.0155	-0.0084
Si	-0.0376	-0.1175	-0.0087
Si	0.0175	0.0074	0.0414
Si	0.0858	-0.0314	-0.0103
Si	-0.0116	0.0045	0.0341
Si	0.0053	0.0193	0.0423
Si	-0.0554	-0.1581	-0.0191
Si	0.0337	0.3427	-0.301
Si	-0.2339	-0.1524	0.1879
Si	-0.2832	0.0004	0.0503
Si	0.0344	0.0927	0.1615
Si	0.0244	-0.0277	0.2038
Si	-0.0692	0.2498	-0.1416
Si	0.0575	0.0496	0.2859
Si	-0.3599	-0.1184	-0.2635
Si	-0.0118	0.0173	0.0009
Si	-0.0003	-0.0036	0.0039
Si	-0.0071	0.0069	0.0053
Si	0.0032	0.0001	0.0013
Si	0.001	0.0004	0.0031
Si	-0.008	0.0074	0.0035
Si	0.0028	-0.0005	0.0012
Si	-0.0127	0.0029	0.0028
Si	0.0012	-0.006	0.0034
Si	0.0167	-0.0121	0.0204
Si	0.0188	-0.0139	0.0263
Si	-0.0011	0.0085	-0.0109
Si	0.0138	-0.0185	0.0162
Si	-0.0037	-0.0064	-0.0026
Si	0.0057	0.0029	-0.0077
Si	0.0126	-0.0145	0.0264
Si	-0.0263	0.0451	-0.0083
Si	0.003	-0.0101	-0.0559
Si	0.0149	-0.0103	-0.0634
Si	-0.0288	0.0111	-0.0071
Si	-0.0005	-0.0203	-0.0662
Si	-0.0214	0.0338	0.0028
Si	-0.0301	0.0194	-0.0236
Si	0.0113	-0.0158	-0.0516
O	-0.0089	0.0093	0.0083
O	-0.0056	0.0158	0.0112
O	0.0033	-0.0066	-0.005
O	-0.0019	-0.0106	0.0065
O	0.0066	-0.0095	0.0123
O	-0.0036	0.002	0.025
O	0.0096	0.0029	-0.002
O	0.0102	-0.0171	-0.0036
O	0.0275	-0.0181	0.0103
O	-0.018	0.0132	0.0152
O	0.0148	-0.0171	0.0051
O	0.0031	-0.0068	0.0124
O	0.0197	-0.0173	0.0058
O	-0.0296	0.0182	0.0209
O	-0.0183	0.0257	0.0257
O	-0.0102	0.0244	0.0291
O	-0.0141	0.0248	0.0031
O	0.0082	-0.0026	-0.012
O	-0.0024	0.0047	0.0099
O	-0.0164	0.0099	-0.0023
O	-0.0161	0.0183	-0.0013
O	0.0159	-0.0288	-0.0311
O	0.0034	0.0854	-0.0023
O	0.0383	-0.0196	-0.0379
Si	-0.0109	0.0246	-0.0265
Si	-0.0126	-0.0224	0.0618
Si	0.0145	-0.0095	0.0182
Si	-0.0411	0.0082	-0.0623
Si	-0.0978	-0.1023	-0.0075
Si	-0.0053	0.0038	0.0275
Si	0.1565	0.1294	-0.0973
Si	-0.0221	0.0093	0.0321
Si	0.0558	0.033	0.0334
Si	0.1671	-0.1287	-0.0138
Si	-0.0056	-0.0175	-0.0173
Si	-0.0205	0.0153	-0.0362
Si	-0.0143	-0.0281	-0.0515
Si	0.0044	-0.0115	0.0397
Si	0.071	-0.1124	0.0378
Si	0.0224	-0.0296	-0.0412
Si	0.6491	-0.2778	-0.0136
Si	0.0209	-0.0093	0.0009
Si	-0.062	0.02	0.0693
Si	0.0257	-0.0761	-0.0224
Si	-0.048	0.0259	0.129
Si	0.0019	0.1374	0.0165
Si	-0.0457	-0.0299	-0.014
Si	0.0076	0.0076	0.0109
Si	0.0195	-0.0059	-0.0075
Si	-0.0197	0.024	0.0004
Si	-0.0263	0.0137	-0.0052
Si	-0.0147	0.1534	-0.0049
Si	-0.0039	0.0009	0.0034
Si	0.0091	0.0049	0.0104
Si	-0.0177	0.1275	-0.1964
Si	0.0055	-0.014	0.0051
Si	-0.0192	0.0105	-0.0048
Si	-0.5785	0.3288	-0.0993
Si	0.0063	-0.0115	0.0321
Si	-0.0061	0.0071	-0.0129
Si	0.007	-0.0073	0.0012
O	0.0165	0.0809	0.1065
O	-0.015	0.004	-0.0307
O	-0.3066	0.0592	0.1315
O	0.012	0.0193	-0.0047
O	-0.0182	-0.0093	0.0035
O	0.0272	-0.0565	-0.0119
O	-0.0123	0.0023	-0.0123
O	-0.3388	-0.1167	0.2036
O	0.0021	0.002	-0.0119
O	0.0223	0.0143	-0.0732
O	-0.0054	0.0779	0.023
O	-0.0024	0.0093	-0.0182
O	-0.0071	0.0024	-0.0156
O	0.1404	0.138	0.3348
O	0.0213	-0.011	-0.0037
O	0.0124	-0.0712	0.0813
O	0.1988	0.0534	0.0332
O	0.156	0.06	-0.0105
O	-0.3203	-0.4673	-0.0329
O	0.0975	0.0343	0.092
O	-0.0011	-0.0027	-0.018
O	0.0289	-0.0218	-0.0404
O	-0.0661	0.0848	0.057
O	-0.0001	0.0037	-0.0132
O	-0.0229	-0.0477	0.001
O	0.0414	-0.1139	0.1054
O	0.0489	0.0037	-0.1033
O	0.0006	0.005	-0.0014
O	0.0344	-0.0112	-0.0025
O	-0.0208	0.0342	-0.0158
O	-0.001	-0.0009	0.0029
O	0.0137	-0.0116	-0.0048
O	0.0975	0.0551	-0.0393
O	-0.0506	-0.013	0.0057
O	0.0464	0.0215	-0.0297
O	-0.0641	-0.0118	0.0247
O	-0.0007	0.0315	-0.0786
O	-0.0043	-0.0134	0.0332
O	-0.005	0.0071	0.0242
O	-0.3769	0.1413	-1.6768
O	0.0003	-0.0003	-0.0037
O	-0.0138	0.0044	-0.0265
O	-0.0009	-0.0021	0.0004
O	0.0105	-0.0053	-0.0106
O	0.0003	-0.0048	0.0221
O	0.1053	0.1676	-0.1576
O	0.0025	-0.0089	0.0432
O	-0.0041	-0.0074	0.0049
O	-0.0316	-0.0178	-0.0448
O	-0.004	-0.0053	-0.0173
O	-0.0014	-0.0128	-0.0065
O	0.0007	0.0012	-0.0169
O	0.0798	-0.0278	0.0043
O	0.0107	-0.0109	-0.0177
O	-0.0032	0.0058	-0.0182
O	-0.0366	-0.0102	-0.0109
O	0.0013	0.0002	-0.0062
O	0.2371	0.0351	-0.3164
O	0.0033	0.0064	-0.006
O	-0.0423	0.0333	0.0049
O	0.0062	0.0139	-0.0153
O	-0.044	0.0042	0.01
O	-0.1981	-0.3266	0.0905
O	0.0929	0.072	-0.0985
O	-0.1302	0.0559	-0.1308
O	-0.0008	0.0041	-0.0106
H	0.4353	-0.2464	1.6065

The program warned: the cutoff lies below the one the program advises for these potential files; the exchange-correlation potential is rough where the density is thin.
